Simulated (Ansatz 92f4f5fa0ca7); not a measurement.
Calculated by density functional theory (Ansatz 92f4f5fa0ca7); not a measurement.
Periodic cell of 224 atoms, Si133O90H1, from a study of silicon, its oxide and their interface. The atomic structure is a simulated model.
Doubt: the cutoff is far below the 930 eV that the study's wrapper takes by default for these files, so forces and energies are approximate.

Settings
functional: PBE
potential files: Ansatz PAW
basis: plane waves
wave-function cutoff: 580 eV
density cutoff ratio: 5
exchange-correlation grid ratio: 1
k mesh: 1 x 1 x 1, Gamma-centred
self-consistency stop: 5e-08 eV per atom in the density residual
occupations: fixed
spin: none
net charge: +1 e, with a uniform compensating background and no finite-size correction

Cell vectors (angstrom)
a, 10.938, 0, 0
b, 0, 10.938, 0
c, 0, 0, 32.484

Atoms: element, x, y, z (angstrom)
Si, 0.2858, -0.18, 25.0358
Si, 5.2003, 0.4639, 25.0337
Si, 2.8958, 2.6466, 25.1139
Si, 7.9308, 2.9866, 25.0059
Si, -0.2098, 5.7611, 25.0084
Si, 5.726, 5.2523, 25.0276
Si, 2.51, 8.51, 24.9742
Si, 8.4787, 7.998, 24.9404
Si, 1.3779, 1.3947, 26.3952
Si, 6.8177, 1.4562, 26.403
Si, 4.1247, 4.1715, 26.3904
Si, 9.5658, 4.139, 26.2844
Si, 1.3684, 6.9175, 26.3273
Si, 6.8816, 6.8678, 26.293
Si, 4.1284, 9.646, 26.2584
Si, 9.5872, 9.5971, 26.294
Si, 2.7546, 0.0018, 27.7151
Si, 8.197, 0.009, 27.6758
Si, -0.0337, 2.7581, 27.6877
Si, 5.4389, 2.7736, 27.7624
Si, 2.7106, 5.5172, 27.6967
Si, 8.2048, 5.4799, 27.6984
Si, -0.0221, 8.2313, 27.7143
Si, 5.4659, 8.2234, 27.6439
Si, 4.1018, 1.3673, 29.0657
Si, 9.5708, 1.3673, 29.0657
Si, 1.3673, 4.1018, 29.0657
Si, 6.8362, 4.1018, 29.0657
Si, 4.1018, 6.8362, 29.0657
Si, 9.5708, 6.8362, 29.0657
Si, 1.3673, 9.5708, 29.0657
Si, 6.8362, 9.5708, 29.0657
Si, 0, 0, 30.433
Si, 5.469, 0, 30.433
Si, 2.7345, 2.7345, 30.433
Si, 8.2035, 2.7345, 30.433
Si, 0, 5.469, 30.433
Si, 5.469, 5.469, 30.433
Si, 2.7345, 8.2035, 30.433
Si, 8.2035, 8.2035, 30.433
Si, 1.3673, 1.3673, 31.8002
Si, 6.8362, 1.3673, 31.8002
Si, 4.1018, 4.1018, 31.8002
Si, 9.5708, 4.1018, 31.8002
Si, 1.3673, 6.8362, 31.8002
Si, 6.8362, 6.8362, 31.8002
Si, 4.1018, 9.5708, 31.8002
Si, 9.5708, 9.5708, 31.8002
Si, 2.7345, 0, 0.6835
Si, 8.2035, 0, 0.6835
Si, 0, 2.7345, 0.6835
Si, 5.469, 2.7345, 0.6835
Si, 2.7345, 5.469, 0.6835
Si, 8.2035, 5.469, 0.6835
Si, 0, 8.2035, 0.6835
Si, 5.469, 8.2035, 0.6835
Si, 4.1018, 1.3673, 2.0507
Si, 9.5708, 1.3673, 2.0507
Si, 1.3673, 4.1018, 2.0507
Si, 6.8362, 4.1018, 2.0507
Si, 4.1018, 6.8362, 2.0507
Si, 9.5708, 6.8362, 2.0507
Si, 1.3673, 9.5708, 2.0507
Si, 6.8362, 9.5708, 2.0507
Si, 0, 0, 3.418
Si, 5.469, 0, 3.418
Si, 2.7345, 2.7345, 3.418
Si, 8.2035, 2.7345, 3.418
Si, 0, 5.469, 3.418
Si, 5.469, 5.469, 3.418
Si, 2.7345, 8.2035, 3.418
Si, 8.2035, 8.2035, 3.418
Si, 1.3604, 1.4041, 4.8047
Si, 6.8535, 1.3473, 4.8077
Si, 3.9708, 4.1363, 4.7845
Si, 9.5774, 4.0681, 4.8577
Si, 1.3469, 6.8277, 4.7973
Si, 6.9263, 6.7555, 4.7839
Si, 4.1708, 9.4785, 4.6581
Si, 9.5392, 9.61, 4.792
Si, 2.6689, -0.2565, 5.9291
Si, 8.1844, 0.005, 6.2628
Si, -0.0443, 2.6855, 6.3045
Si, 5.4038, 2.7376, 6.0707
Si, 2.5466, 5.3994, 6.2604
Si, 8.215, 5.3799, 6.3161
Si, -0.074, 8.1621, 6.1146
Si, 5.4922, 8.1378, 6.008
Si, 3.8904, 1.2506, 7.0536
Si, 9.8984, 0.9829, 7.6373
Si, 1.0347, 4.18, 7.8039
Si, 6.4809, 4.2417, 7.5126
Si, 4.3411, 6.5417, 7.238
Si, 9.2425, 7.1768, 7.5165
Si, 1.206, 9.6227, 7.439
Si, 6.9097, 9.3523, 7.4521
O, 9.6014, 6.8633, 24.5185
O, 3.9892, 1.5115, 24.6605
O, 7.9462, 8.1273, 7.773
O, 3.2353, 1.3221, 8.5677
O, 6.8126, 4.1098, 24.507
O, 1.3725, 9.623, 24.4905
O, 5.4172, 5.4496, 7.8602
O, 0.1656, -0.117, 7.7887
O, 6.7864, 3.3857, 8.8944
O, 6.307, 9.8889, 8.8847
O, 9.8606, 7.2567, 9.0561
O, 1.8967, 9.1732, 8.8699
O, 5.6474, 1.1736, 10.0511
O, 1.8872, 3.4609, 8.9877
O, 9.645, 1.3266, 9.2125
O, 3.8429, 7.4691, 8.4701
O, 7.8868, 8.5908, 23.5276
O, 8.4807, 2.2144, 23.6676
O, 5.0396, 5.9148, 23.6966
O, 2.2932, 3.3038, 23.737
O, 10.6116, 0.6198, 23.7436
O, 0.4272, 5.1715, 23.6169
O, 3.1873, 7.8511, 23.6283
O, 5.4809, 14.1395, 19.3512
Si, 11.4339, 2.3726, 20.894
Si, 7.8641, 9.3889, 22.104
Si, 2.3822, 5.172, 13.5848
Si, 12.341, 7.3766, 16.8916
Si, 0.0002, -4.6686, 9.7539
Si, 10.9902, 8.9042, 14.8358
Si, -1.3043, -4.9996, 17.7943
Si, 1.6428, 4.4676, 22.7949
Si, 4.6361, 10.9621, 17.0496
Si, 6.9486, 5.8299, 16.4682
Si, 5.8122, 2.7974, 10.0961
Si, 2.8226, 9.27, 18.746
Si, 7.9089, 3.759, 11.8546
Si, 9.194, 1.1261, 10.7717
Si, 9.2186, 1.626, 15.9804
Si, 2.7313, 4.7013, 16.6271
Si, -3.7709, 3.4733, 14.7221
Si, 6.4134, 10.6885, 10.3113
Si, 16.094, 4.5306, 18.4796
Si, 5.0051, 7.2411, 19.9034
Si, -1.5377, 1.1817, 22.8051
Si, 2.3092, 2.3503, 12.5889
Si, 5.468, 10.9422, 22.0109
Si, 0.2036, 6.9592, 12.7937
Si, 13.8996, 2.503, 9.6903
Si, 11.0739, 3.2402, 17.881
Si, 8.1462, 7.9751, 19.4685
Si, -6.1466, 1.4244, 14.3758
Si, -2.1621, -1.2323, 16.8263
Si, 2.9792, 7.8954, 12.4228
Si, -5.7962, 1.6352, 19.5635
Si, -0.1878, 0.6936, 13.395
Si, 3.9011, 6.6448, 22.7874
Si, 2.7644, 0.3974, 20.823
Si, 13.6041, 7.8635, 9.4833
Si, 6.2898, 8.6296, 15.5523
Si, 5.2559, -1.301, 13.0291
O, 6.5515, 5.026, 17.8191
O, -0.409, -4.6223, 11.3732
O, 6.6292, 4.9338, 15.167
O, 2.2069, 10.0196, 20.0487
O, -0.1068, 4.9422, 8.7622
O, 1.0413, 3.8132, 21.436
O, 1.5657, 6.6703, 9.6282
O, -5.4084, 0.136, 13.7187
O, 14.2659, 6.4367, 13.1059
O, 8.6564, 11.3264, 16.8846
O, 5.3765, 9.7013, 16.3506
O, -1.3483, 1.16, 14.4482
O, 2.4358, 3.9744, 12.4769
O, 6.0235, 8.518, 13.9394
O, 2.7993, 4.5004, 15.0026
O, 6.3786, 3.2743, 11.5351
O, 3.5205, 1.7468, 13.4455
O, 15.0402, 4.1522, 17.2933
O, -2.9115, 13.6745, 15.8943
O, 0.8284, 5.7052, 13.6291
O, 7.8215, 9.1153, 15.6627
O, 0.413, 2.426, 19.2679
O, 4.5878, 5.7384, 19.4076
O, 8.0395, 5.237, 11.2061
O, 10.9608, 6.5977, 17.1598
O, 2.765, 5.5585, 22.3587
O, 9.09, 6.6848, 19.1387
O, 1.3574, 8.029, 12.356
O, -5.4126, 0.7192, 18.249
O, 7.9335, 0.0946, 10.7595
O, 11.3787, -0.6976, 13.9799
O, 4.3047, 3.3885, 9.9004
O, 4.125, 8.3746, 19.1355
O, 8.5444, 6.1066, 16.5891
O, 1.5046, 3.8835, 17.292
O, -0.7448, 7.8413, 13.8047
O, 5.8447, 2.6344, 14.3357
O, 2.6249, 6.3055, 16.8819
O, 9.9593, 4.3936, 18.1819
O, 4.3091, 1.1335, 15.9013
O, 3.4563, 8.0322, 10.873
O, 3.6796, -1.7596, 13.1307
O, 8.5553, 10.8503, 22.2626
O, -2.7843, 3.7109, 13.4534
O, 9.9791, 2.0199, 21.5363
O, 8.6111, 8.5521, 20.9228
O, -5.0192, 1.1565, 20.9281
O, 5.7519, -1.1916, 11.4749
O, 1.3861, 8.1344, 15.4244
O, 2.4009, 1.81, 11.0361
O, 6.5747, 7.5341, 19.5588
O, 1.6208, -2.5518, 18.1334
O, 1.4981, 12.1315, 21.4277
O, 8.93, 2.6603, 11.2195
O, 3.2362, -0.5389, 17.6454
O, 8.4133, -1.843, 18.2916
O, 10.2418, -1.6278, 16.2272
O, -0.4122, 2.228, 16.7298
O, 0.9271, 1.8784, 13.2879
O, 6.3072, -1.3431, 21.6238
O, 15.5775, 7.2714, 21.4914
O, 5.907, 0.2461, 23.5645
O, -4.854, 7.1961, 16.2912
O, 3.5367, 1.4445, 19.8266
O, 3.839, -0.1398, 21.9445
O, 10.2166, 0.4532, 11.8574
H, 8.8356, 5.7611, 11.417

Results
free energy: -135757.158 eV
free energy less fixed offsets of H -15.97, O -568.88, Si -635.61 eV per atom: -5.858 eV

Forces (eV/angstrom), in the order of the atoms: element, x, y, z
Si, -0.0013, 0.0113, 0.0024
Si, 0.0118, -0.0172, 0.0115
Si, -0.0254, 0.0222, 0.0125
Si, 0.0097, 0.0009, -0.0236
Si, 0.0029, -0.0059, -0.0196
Si, -0.0083, 0.0123, -0.0108
Si, 0.013, -0.0034, -0.0162
Si, -0.0075, 0.0118, -0.0166
Si, -0.0074, 0.0058, -0.0021
Si, 0.0036, -0.0099, 0.0037
Si, -0.0044, 0.0042, -0.0029
Si, 0.0064, -0.0076, -0.001
Si, 0.0052, -0.0081, 0.0041
Si, -0.0032, 0.0026, -0.0002
Si, 0.0072, -0.0062, -0.0052
Si, -0.0043, 0.0021, -0.0012
Si, 0.0031, 0.0016, 0.0142
Si, 0.0024, -0.0019, 0.001
Si, -0.0017, 0.0015, -0.0037
Si, -0.0021, 0.0049, 0.0055
Si, 0.0005, -0.0004, -0.004
Si, 0.002, 0.0021, 0.008
Si, -0.0012, 0.0022, 0.0014
Si, -0.0051, 0.0059, -0.0042
Si, -0.0607, -0.0282, 0.3661
Si, -0.1036, 0.027, -0.0745
Si, -0.0931, 0.0876, -0.1447
Si, 0.0936, 0.2295, 0.2727
Si, 0.0614, 0.2598, -0.1604
Si, -0.0102, 0.005, 0.1107
Si, 0.0453, 0.0515, 0.1112
Si, -0.0465, -0.0219, -0.2435
Si, 0.0795, -0.0011, -0.0276
Si, -0.0051, 0.014, 0.0019
Si, 0.0478, -0.0532, -0.0096
Si, -0.0143, 0.0054, -0.0065
Si, -0.0129, 0.031, 0.0025
Si, 0.0955, 0.0111, -0.015
Si, 0.0284, 0.024, -0.0122
Si, 0.0195, -0.0444, -0.0288
Si, -0.0541, 0.0309, 0.0056
Si, 0.0053, 0.0169, 0.005
Si, -0.0496, 0.0162, -0.0404
Si, 0.0046, -0.0303, -0.0273
Si, 0.0442, 0.0341, -0.0027
Si, -0.0458, 0.0262, -0.006
Si, -0.0216, -0.0053, -0.0412
Si, -0.0212, 0.0183, -0.0295
Si, 0.0351, -0.0199, 0.0176
Si, 0.0393, -0.0607, 0.0208
Si, -0.0283, 0.0347, 0.0121
Si, 0.0134, -0.0186, 0.0012
Si, 0.0694, -0.0276, 0.0323
Si, 0.0028, 0.0465, 0.0184
Si, -0.0173, -0.0482, -0.0046
Si, -0.0124, 0.0039, 0.0296
Si, -0.0076, 0.031, 0.0384
Si, 0.0471, 0.0324, 0.0139
Si, -0.0853, -0.0699, -0.0112
Si, -0.1134, -0.1008, 0.0248
Si, -0.1118, -0.0207, -0.064
Si, -0.0071, 0.0906, 0.0139
Si, -0.0034, -0.0132, 0.0218
Si, -0.0224, -0.0319, -0.0011
Si, -0.1238, 0.1575, 0.0926
Si, 0.3474, 0.1707, -0.2897
Si, -0.1919, -0.0987, -0.2846
Si, 0.0596, 0.0584, 0.2668
Si, -0.132, -0.2002, 0.2388
Si, -0.0987, -0.0597, 0.2541
Si, -0.2847, -0.5419, -0.4712
Si, 0.2151, -0.0913, -0.0383
Si, -0.0196, 0.0369, -0.009
Si, -0.0275, 0.0241, -0.0168
Si, 0.0557, -0.0015, -0.0454
Si, 0.0044, -0.0071, 0.0332
Si, 0.016, -0.0298, -0.0011
Si, 0.0403, 0.0672, -0.0518
Si, 0.006, 0.0175, 0.0278
Si, 0.0027, 0.0023, -0.0371
Si, -0.026, -0.0979, -0.0078
Si, 0.0705, 0.0003, 0.0506
Si, 0.006, 0.0059, 0.0031
Si, -0.088, -0.0231, -0.0509
Si, 0.0178, -0.0026, 0.0387
Si, 0.0381, -0.0264, -0.0329
Si, 0.0063, -0.0068, 0.051
Si, 0.0336, 0.0173, -0.0118
Si, -0.2014, 0.1506, 0.9059
Si, -0.0171, -0.0161, -0.089
Si, 0.0423, -0.0175, -0.06
Si, -0.0273, 0.0147, -0.0047
Si, -0.0216, -0.0136, 0.0236
Si, 0.04, -0.0704, -0.0278
Si, 0.0279, 0.031, 0.0005
Si, -0.0789, -0.1278, -0.0368
O, 0.011, -0.0095, 0.0098
O, 0.0187, -0.0004, -0.0289
O, -0.1343, 0.3178, 0.036
O, 0.4162, -0.0921, -0.7346
O, 0.0088, -0.0098, 0.0103
O, 0.0054, -0.0105, -0.0002
O, 0.0019, -0.0089, -0.0243
O, 0.0072, -0.0257, 0.0121
O, -0.0359, -0.1283, 0.135
O, -0.0239, 0.0915, 0.0547
O, 0.0875, -0.0704, -0.0042
O, -0.0009, -0.0118, -0.0167
O, 0.0596, -0.0315, 0.044
O, -0.045, 0.0729, -0.0331
O, -0.0256, 0.0151, 0.0576
O, 0.0063, -0.0056, 0.0062
O, 0.0053, -0.0094, 0.0285
O, -0.0093, 0.0122, 0.0231
O, 0.009, -0.0035, 0.0112
O, 0.0036, -0.0064, 0.0135
O, 0.0085, -0.0026, 0.0118
O, -0.012, 0.0111, 0.021
O, -0.01, 0.0131, 0.0254
O, -0.0084, 0.0188, -0.0089
Si, 0.0086, -0.0063, -0.0287
Si, 0.0042, 0.0008, -0.0297
Si, 0.0049, -0.0006, -0.0043
Si, 0.0075, -0.005, -0.0013
Si, -0.0123, 0.0192, 0.0383
Si, 0.0028, -0.0096, -0.0012
Si, 0.0008, -0.0034, -0.0059
Si, 0.0017, -0.0066, -0.0187
Si, 0.0136, -0.0055, -0.0215
Si, 0.0138, 0.0053, 0.0038
Si, 0.085, 0.3592, 0.1605
Si, -0.0057, -0.004, -0.0042
Si, 0.0233, 0.0098, -0.0057
Si, 0.0976, 0.0477, 0.0376
Si, 0.0026, 0.0036, 0.0125
Si, 0.0003, 0.0057, 0.0003
Si, -0.0348, 0.0391, -0.0114
Si, 0.0218, -0.3425, 0.1991
Si, 0.0124, -0.0077, -0.0152
Si, 0.0042, -0.0012, -0.0156
Si, -0.0001, -0.0012, -0.0282
Si, 0.0004, -0.0024, 0.0037
Si, -0.0073, 0.0009, -0.0282
Si, 0.0078, -0.0023, 0.0033
Si, -0.0875, -0.0924, -0.1825
Si, -0.0001, 0.003, 0.0006
Si, 0.004, -0.004, -0.0163
Si, -0.0309, 0.0113, 0.0118
Si, 0.0024, -0.0032, -0.0146
Si, -0.0068, -0.0145, 0.0025
Si, 0.0014, 0.0053, -0.0152
Si, 0.0362, -0.0029, 0.0101
Si, 0.0094, -0.002, -0.0242
Si, 0.0003, -0.0004, -0.0157
Si, -0.0216, 0.0021, 0.0003
Si, 0.0185, 0.0048, 0.004
Si, -0.0133, -0.0436, 0.0577
O, -0.0292, -0.0137, 0.0225
O, -0.0296, -0.0094, -0.0106
O, 0.019, -0.0851, -0.0289
O, 0.0085, 0.0009, 0.0027
O, -0.0612, 0.0428, 0.0242
O, 0.0059, 0.0061, 0.0131
O, -0.0137, 0.0087, -0.0043
O, 0.0011, -0.0076, -0.007
O, 0.0018, 0.0121, -0.0031
O, 0.0011, -0.0096, -0.0047
O, -0.0074, 0.024, 0.0087
O, 0.0059, -0.0029, -0.0094
O, 0.0059, -0.0051, 0.0113
O, -0.0192, 0.033, -0.0231
O, 0.0066, -0.0003, -0.0008
O, -0.1031, -0.1104, -0.3039
O, 0.0402, -0.0032, -0.0078
O, 0.0293, 0.0016, 0.0245
O, -0.0049, 0.01, -0.0154
O, -0.004, 0.0038, -0.0013
O, -0.0164, -0.0009, 0.0004
O, 0.0033, -0.0027, 0.0273
O, 0.0089, -0.0098, -0.0071
O, -0.0038, -0.0502, -0.0122
O, -0.0061, -0.0013, 0.0021
O, 0.0017, 0.0011, 0.0073
O, 0.0016, -0.0006, -0.0015
O, 0.0135, 0.0018, 0.0012
O, 0.0028, 0.001, 0.0019
O, -0.0868, 0.0108, -0.0501
O, -0.0108, 0.0293, -0.0156
O, 0.1543, -0.0475, 0.0414
O, 0.0002, 0.0018, 0.0056
O, -0.0042, -0.0042, 0.0029
O, 0.0021, -0.0027, 0.0009
O, 0.0054, 0.0002, 0.0006
O, 0.0765, 0.0278, 0.003
O, 0.0023, -0.0009, 0.0002
O, 0, 0.0083, -0.0025
O, 0.0077, -0.0086, -0.0105
O, 0.0019, 0.008, -0.0013
O, 0.0429, 0.0127, -0.0104
O, 0.0037, 0.0024, 0.0083
O, -0.053, -0.0082, 0.0342
O, -0.0014, -0.0052, 0.0142
O, 0.0025, 0.0084, 0.0194
O, 0.0043, -0.0063, 0.0158
O, 0.0685, 0.1713, -0.2087
O, 0.0035, 0.0017, -0.0013
O, -0.0291, -0.0346, 0.0909
O, 0.0038, 0.0024, 0.0076
O, 0.0124, 0.0087, 0.0084
O, -0.0029, 0.0056, 0.0011
O, -0.0641, -0.0084, 0.0226
O, 0.0093, -0.0045, -0.0027
O, 0.0034, -0.0026, 0.0074
O, -0.0093, 0.0059, 0.0064
O, 0.0036, -0.0007, -0.0025
O, -0.0056, -0.0301, 0.0257
O, 0.0015, -0.0011, 0.0057
O, -0.0041, -0.0042, 0.0195
O, 0.0063, -0.0024, 0.0215
O, 0.0132, 0.005, -0.006
O, 0.0044, -0.0021, 0.0065
O, 0.0088, 0.0006, 0.009
O, -0.0516, 0.0371, -0.0378
H, 0.0395, 0.0185, 0.0028

The program warned: the cutoff lies below the one the program advises for these potential files; the forces do not sum to zero within the program's tolerance; the exchange-correlation potential is rough where the density is thin.
